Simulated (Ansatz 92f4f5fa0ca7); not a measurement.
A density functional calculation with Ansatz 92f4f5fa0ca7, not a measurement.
Periodic cell of 227 atoms, Si134O91H1N1, from a study of silicon, its oxide and their interface. The atomic structure is a simulated model.

Settings: functional PBE; potential files Ansatz PAW; basis plane waves; wave-function cutoff 700 eV; density cutoff ratio 5; exchange-correlation grid ratio 1; k mesh 2 x 2 x 1, shifted by 0.5 0.5 0.5 of a step; self-consistency stop 5e-08 eV per atom in the density residual; occupations fixed; spin none; net charge 0.

Cell vectors (angstrom)
a  10.938  0  0
b  0  10.938  0
c  0  0  32.0419

Atoms and the computed forces on them: element, x, y, z (angstrom), force x, y, z (eV/angstrom)
Si  0.2684  -0.2175  24.5117  0.0395  0.0128  -0.0456
Si  5.9444  -0.0923  24.4143  0.0408  0.018  -0.0532
Si  2.2832  2.9649  24.7661  -0.0448  0.0028  -0.0422
Si  7.8158  3.0651  24.7716  -0.0349  -0.0074  -0.0467
Si  0.1129  5.3347  24.6699  0.0269  -0.011  -0.0166
Si  5.5926  5.3708  24.5963  0.0311  0.0115  -0.031
Si  2.4736  8.4276  24.492  -0.0327  -0.0123  -0.0206
Si  7.9157  8.3068  24.3823  -0.0196  -0.0208  -0.0384
Si  1.2845  1.2985  26.0132  0.0021  -0.0027  -0.0048
Si  6.8552  1.3509  26.0253  -0.0077  0.0206  0.0064
Si  4.012  4.1382  25.8738  0.0093  0.0171  0.025
Si  9.4755  4.1939  25.971  0.0071  -0.0036  0.0245
Si  1.3572  6.8988  25.9199  -0.0159  -0.0115  -0.0332
Si  6.7714  6.9083  25.913  0.0103  -0.0041  -0.025
Si  4.1455  9.6737  25.6591  0.0144  -0.009  0.0141
Si  9.5432  9.5159  25.7128  0.0062  -0.0022  0.0254
Si  2.7876  -0.016  27.2342  0.0078  -0.027  -0.0032
Si  8.2726  -0.0444  27.2498  -0.0058  -0.0269  -0.008
Si  -0.0747  2.7576  27.2852  0.0076  0.0083  -0.0245
Si  5.4032  2.7526  27.2627  0.0027  0.0163  -0.0201
Si  2.7171  5.5127  27.276  -0.0088  -0.0109  -0.0021
Si  8.14  5.5566  27.3031  -0.0098  -0.0128  -0.0092
Si  -0.0545  8.2308  27.2356  -0.0006  0.0305  -0.0007
Si  5.393  8.2857  27.2118  0.0027  0.0269  0.0091
Si  4.1018  1.3673  28.6236  -0.1156  -0.0294  0.1969
Si  9.5708  1.3673  28.6236  -0.0511  -0.1723  0.3196
Si  1.3673  4.1018  28.6236  -0.1243  0.0469  -0.057
Si  6.8362  4.1018  28.6236  -0.2819  0.0486  -0.0168
Si  4.1018  6.8362  28.6236  -0.0167  0.3528  -0.0275
Si  9.5708  6.8362  28.6236  -0.033  0.2866  0.2428
Si  1.3673  9.5708  28.6236  0.0639  -0.0429  -0.3042
Si  6.8362  9.5708  28.6236  -0.021  0.0085  -0.251
Si  0  0  29.9909  0.0898  0.157  -0.0043
Si  5.469  0  29.9909  0.1083  0.0874  -0.0148
Si  2.7345  2.7345  29.9909  -0.0563  -0.0797  -0.0137
Si  8.2035  2.7345  29.9909  -0.0528  -0.1363  -0.0247
Si  0  5.469  29.9909  0.0271  -0.0341  -0.0159
Si  5.469  5.469  29.9909  0.0475  0  -0.0038
Si  2.7345  8.2035  29.9909  -0.0227  -0.1065  0.0003
Si  8.2035  8.2035  29.9909  -0.0038  -0.0682  0.0186
Si  1.3673  1.3673  31.3581  -0.0072  -0.0097  0.0278
Si  6.8362  1.3673  31.3581  -0.0467  0.0578  0.0122
Si  4.1018  4.1018  31.3581  -0.0213  0.0324  -0.0063
Si  9.5708  4.1018  31.3581  -0.0015  0.0529  -0.0215
Si  1.3673  6.8362  31.3581  -0.0162  0.0339  0.0058
Si  6.8362  6.8362  31.3581  0.0204  -0.007  0.016
Si  4.1018  9.5708  31.3581  -0.0656  0.0166  -0.0181
Si  9.5708  9.5708  31.3581  -0.0239  -0.0034  -0.0065
Si  2.7345  0  0.6835  0.0693  -0.0047  -0.0022
Si  8.2035  0  0.6835  0.0282  0.0263  0.0023
Si  0  2.7345  0.6835  -0.0091  -0.0116  -0.0034
Si  5.469  2.7345  0.6835  0.0251  -0.0494  0.0069
Si  2.7345  5.469  0.6835  -0.0255  -0.0146  0.0043
Si  8.2035  5.469  0.6835  0.0269  -0.0427  -0.008
Si  0  8.2035  0.6835  0.0402  -0.0639  0.0019
Si  5.469  8.2035  0.6835  0.0124  -0.0213  -0.0073
Si  4.1018  1.3673  2.0507  -0.0681  0.0438  -0.0475
Si  9.5708  1.3673  2.0507  0.0404  0.0245  0.0539
Si  1.3673  4.1018  2.0507  -0.0199  -0.0016  0.0618
Si  6.8362  4.1018  2.0507  0.0039  0.0777  -0.0206
Si  4.1018  6.8362  2.0507  0.0007  0.0253  0.0586
Si  9.5708  6.8362  2.0507  -0.0692  -0.0191  -0.0374
Si  1.3673  9.5708  2.0507  -0.0266  0.045  -0.0429
Si  6.8362  9.5708  2.0507  0.002  -0.0143  0.0547
Si  0  0  3.418  0.2342  -0.0329  -0.2581
Si  5.469  0  3.418  0.0094  0.1587  0.2548
Si  2.7345  2.7345  3.418  0.2115  -0.3671  -0.2695
Si  8.2035  2.7345  3.418  -0.1261  -0.0076  0.3027
Si  0  5.469  3.418  -0.2503  -0.0733  0.011
Si  5.469  5.469  3.418  0.3243  -0.0908  0.0225
Si  2.7345  8.2035  3.418  0.1563  0.1992  0.1223
Si  8.2035  8.2035  3.418  0.0566  -0.2824  -0.1634
Si  1.4339  1.3046  4.7689  0.0133  -0.0106  0.0132
Si  6.848  1.3518  4.8416  -0.0129  0.0101  -0.0036
Si  4.1775  4.0101  4.7456  0.0179  -0.0202  0.0137
Si  9.5691  4.0891  4.8146  -0.012  0.0109  0.0019
Si  1.3722  6.8266  4.7482  -0.0014  0.0027  0.0107
Si  6.8787  6.8111  4.8071  0.0124  -0.0036  0.0071
Si  4.122  9.584  4.8246  0.0035  0.0017  -0.0093
Si  9.6049  9.5417  4.7351  -0.0027  -0.0026  0.0222
Si  2.7864  -0.0094  6.271  -0.0073  -0.0027  -0.0109
Si  8.2541  -0.0691  6.1256  -0.0031  0.0023  -0.0049
Si  0.0416  2.6633  6.0713  0.0051  -0.0014  -0.008
Si  5.4833  2.6891  6.2915  -0.0047  -0.0048  -0.0095
Si  2.7657  5.4001  5.965  -0.0234  0.0011  0.0049
Si  8.2372  5.4444  6.2644  -0.0041  -0.0009  -0.0179
Si  0.0579  8.2224  6.1195  0.0077  0.006  -0.0056
Si  5.5281  8.2356  6.1597  -0.0015  0.0081  -0.0018
Si  3.8323  1.6207  7.6806  -0.0236  0.026  0.0476
Si  9.9109  1.0265  7.3669  0.0116  -0.0241  0.0415
Si  1.6195  3.8633  7.3026  0.0292  -0.0052  0.0401
Si  6.532  4.387  7.5755  -0.0348  0.0203  0.0404
Si  4.2748  6.5979  7.2513  0.0006  -0.0179  0.0289
Si  9.4483  7.1106  7.4623  -0.0083  0.0335  0.0397
Si  1.2036  9.724  7.5574  -0.0262  0.0111  0.0365
Si  7.1656  9.3054  7.5263  0.0209  -0.0148  0.0366
O  5.4011  5.5522  7.8111  0.0054  -0.0102  0.0236
O  0.0666  -0.075  7.9672  -0.0007  0.0042  0.0185
O  2.707  2.8  7.9393  0.0012  -0.0028  0.0215
O  8.2808  8.1661  7.9605  0  0.0025  0.0201
O  1.3688  9.5746  24.0039  -0.0023  0.0082  -0.0305
O  6.6633  4.1553  24.278  -0.0041  0.0002  -0.0278
O  6.9085  9.5671  23.9134  -0.0037  0.007  -0.0181
O  2.6954  2.3674  23.2791  -0.002  0.038  0.0036
O  6.6556  9.9435  8.9607  0.0188  -0.0073  -0.0066
O  0.9513  4.6171  8.5873  -0.0144  -0.004  -0.0171
O  1.7711  9.0767  8.981  0.0003  -0.0004  -0.0151
O  6.799  3.9403  9.149  0.0134  0.0034  -0.0095
O  10.2847  6.7073  8.8416  -0.015  -0.0208  -0.0103
O  4.2118  1.1093  9.2103  0.0012  0.0126  -0.014
O  3.4275  7.0892  8.5474  0.0102  0.0095  0.004
O  9.192  1.7182  8.6693  0.018  -0.0165  0.0047
O  5.8021  1.002  23.1637  -0.008  -0.0435  0.0231
O  8.3137  2.4259  23.3434  -0.0152  0.0316  0.0115
O  12.0293  4.0446  24.3995  0.0049  0.0083  -0.0457
O  5.1689  6.1371  23.1671  -0.0144  -0.0245  0.0184
O  8.3537  7.3806  23.052  0.0077  0.0281  0.014
O  8.1564  3.9881  18.8525  -0.0304  0.0015  -0.0221
O  2.9597  7.6075  23.1354  0.0087  0.0095  0.0044
O  10.7074  0.6454  23.2031  0.0086  -0.0332  0.0034
Si  7.1093  10.3535  10.4795  0.0071  -0.0049  0.0058
Si  4.5449  12.0284  10.8181  -0.0002  0.0063  0.0065
Si  7.9157  4.9707  17.572  0.0057  0.0007  -0.0011
Si  -0.2288  7.3244  19.7496  0.0013  0.0009  -0.0029
Si  4.1369  13.4818  15.3232  -0.0014  -0.0012  -0.0015
Si  0.26  1.1432  17.5958  0.0005  0.0037  -0.0015
Si  12.7106  1.9753  19.8724  -0.0022  0.0073  0.0011
Si  5.7171  1.7607  21.7137  -0.0006  0.0046  -0.0075
Si  7.0969  3.4165  15.021  -0.0011  -0.0043  -0.0023
Si  3.7179  -2.1618  18.1544  -0.001  0.001  -0.0036
Si  4.2964  0.2264  19.4672  -0.0014  -0.001  -0.0004
Si  8.0106  4.0654  10.229  0.0078  0.0051  -0.0022
Si  9.1844  1.4901  10.2802  0.0068  -0.0024  0.0052
Si  10.663  5.232  9.4363  -0.001  -0.0076  -0.0008
Si  -0.199  6.9408  13.8631  0.0013  -0.0005  0.0015
Si  5.892  6.984  17.3653  -0.0015  0.0006  -0.0043
Si  10.517  1.0635  21.6457  0.0007  0.0042  -0.0021
Si  2.7393  7.9611  9.7013  0.0058  -0.0047  -0.0049
Si  7.0058  -0.0077  18.0605  -0.0001  -0.0006  -0.0057
Si  6.9722  2.8928  19.2145  0.0017  0.001  0.0008
Si  14.0469  3.3935  22.0755  -0.0094  0.0099  0.0084
Si  11.3761  1.3361  12.3155  -0.0042  -0.0005  -0.0037
Si  7.5156  -2.0531  15.7703  0.005  0.0032  -0.0048
Si  9.9712  2.4252  14.9071  0.0002  -0.002  -0.0016
Si  2.594  10.7373  16.0342  0.0009  -0.0011  -0.0021
Si  1.1962  -1.3758  13.4066  -0.0044  0.0007  0.0006
Si  7.8254  5.7485  12.9082  -0.002  0.0003  -0.0024
Si  -1.4514  10.2205  19.5586  0.0001  -0.0015  -0.0001
Si  8.4552  3.1411  21.8786  0.0013  0.0046  0.0023
Si  9.8964  -3.9847  16.6882  0.0045  -0.0015  -0.0029
Si  3.7283  6.3685  22.4024  -0.0045  -0.0109  0.0044
Si  1.5211  5.7476  11.6852  0.0008  -0.0062  0.0004
Si  4.3627  15.3184  17.8834  -0.0089  -0.0035  -0.0004
Si  3.818  9.3734  12.0366  0.0006  -0.0048  -0.0013
Si  9.2239  6.1973  22.2799  0.0055  -0.0114  0.0038
Si  2.7083  6.3862  19.5424  -0.0022  -0.0018  0.0019
Si  3.0667  3.1869  12.4537  0.001  0.0084  -0.0011
Si  6.6279  -2.3693  12.9196  0.0023  -0.0004  0.0018
O  7.917  -0.9377  19.0863  0.0062  0.0283  -0.0093
O  -0.4904  8.9342  19.8685  -0.0072  0.0069  -0.0056
O  13.8982  4.936  22.5774  0.0139  -0.0002  -0.0279
O  10.4813  1.7421  16.291  0.0076  0.0015  -0.0011
O  2.7354  7.501  18.3454  0.0174  0.0004  0.0096
O  3.9401  8.6348  10.5834  -0.0279  0.0028  0.0166
O  8.2125  2.6212  10.9551  0.019  0.0091  -0.0301
O  -0.7769  0.1615  18.3645  0.0059  0.005  0.0149
O  7.1602  9.0627  11.4651  -0.0168  0.0122  0.0076
O  5.3735  0.0328  18.2481  0.0026  0.0023  0.0097
O  3.4884  -1.1881  19.4555  0.0047  0.0023  -0.0233
O  -0.0663  8.5402  13.539  0.0223  -0.0128  -0.0001
O  4.2701  13.4796  11.5311  -0.0187  -0.0167  0.0004
O  0.0333  6.7884  15.4829  -0.0204  0.0162  -0.0106
O  7.8541  5.2185  11.3629  0.0046  -0.0161  0.0065
O  3.1458  4.9394  18.8599  0.0165  0.0147  -0.0063
O  9.3092  4.3649  9.2887  0.0063  0.0012  0.0325
O  0.7869  2.3266  18.6147  0.0107  -0.0353  0.009
O  -2.0216  8.2067  16.3083  -0.0104  -0.0072  0.0022
O  4.6474  2.9997  21.7301  -0.0033  -0.0195  -0.0106
O  -5.8633  9.0559  13.0211  0.0065  -0.0006  -0.0149
O  14.3779  -1.4358  16.7105  -0.0117  0.0036  0.0111
O  1.754  13.1924  12.3623  0.0023  0  0.002
O  5.1812  0.5308  20.7808  -0.0139  0.0179  -0.0168
O  -0.2674  1.6595  10.8909  -0.0281  -0.0073  0.0105
O  7.1901  6.3339  18.1223  -0.0078  -0.0134  -0.0293
O  7.2665  10.2958  16.5693  0.002  -0.0204  0.0077
O  0.1602  5.1537  10.9985  0.0079  0.0053  -0.0154
O  12.5786  -0.7252  14.8303  0.0075  -0.0034  -0.011
O  9.6216  -4.2671  20.7721  0.005  0.003  0.0155
O  6.7281  6.948  12.9725  0.0185  0.0118  0.0047
O  6.0887  11.5251  10.9862  -0.0095  -0.0177  -0.0166
O  3.4457  14.2222  14.0409  0.0013  -0.0127  -0.0028
O  -1.5271  0.0677  20.9818  0.0231  0.0091  -0.013
O  8.343  2.3872  14.964  0.0027  0.03  0.0007
O  5.2335  8.1562  18.2714  -0.0184  -0.0127  -0.0138
O  5.7343  13.4652  14.9617  -0.0104  0.0096  0.007
O  14.1347  1.4104  19.2958  -0.0032  -0.0001  0.0184
O  9.2784  -4.5811  13.3939  0.0003  -0.0014  -0.0008
O  8.6228  -0.0013  10.5685  -0.0163  0.0272  -0.0121
O  1.1917  -4.3462  20.1508  -0.0013  0.0054  -0.0062
O  2.511  8.8114  12.8146  0.0014  0.0197  -0.0026
O  6.361  7.7319  15.9913  0.0171  -0.0014  0.0198
O  -0.3873  7.0871  18.1493  0.0004  0.0016  -0.0013
O  1.9233  6.9773  10.7005  0.0081  0.0021  -0.0034
O  4.8746  5.7421  17.1093  0.0114  0.0043  0.0122
O  7.2732  4.5409  13.8538  0.0094  0  0.0051
O  3.5743  11.9472  15.5108  -0.013  0.0064  0.006
O  3.7692  6.6682  20.7864  -0.0238  -0.011  0.0008
O  10.4075  12.5349  13.591  0.0113  0.0097  -0.0046
O  7.0308  4.1733  16.4687  0.0135  0.001  -0.0058
O  11.7077  -0.2454  12.3343  0.0056  0.0058  0.0162
O  11.9456  0.9008  20.8507  -0.0211  0.0229  -0.0094
O  -1.7013  5.4455  16.7577  -0.0216  0.0039  0.0098
O  10.621  3.9094  14.754  -0.0161  -0.005  0.0293
O  13.0481  3.2658  20.7992  0.0138  -0.0279  0.0094
N  7.1074  2.5285  20.9312  -0.0042  0.0005  0.0105
O  7.3612  12.5196  18.2903  0.0062  0.0032  0.0077
O  12.0055  6.202  13.1729  -0.0141  0.0065  -0.0104
O  8.4362  4.7753  22.0412  0.0233  -0.0044  0.0004
O  3.653  10.9619  11.6889  0.0194  -0.0098  -0.0061
O  5.5093  3.5822  18.7963  -0.0019  -0.0037  -0.0098
O  1.5815  11.2351  17.1948  -0.0129  0.0097  -0.0105
O  7.4967  9.2004  14.1675  -0.0194  -0.0176  -0.0049
O  2.7346  4.6707  11.8479  -0.0192  -0.0111  0.0057
O  9.9378  2.5918  21.4046  0.0048  -0.0153  -0.0025
O  3.8289  3.3675  16.7137  0.0208  0.0002  -0.0046
O  10.5443  5.9367  23.2159  -0.021  -0.012  -0.0001
H  10.4952  4.4954  15.5221  0.0059  -0.0217  -0.0322

Results
free energy: -137360.056 eV
free energy less fixed offsets of H -17.10, N -388.26, O -569.03, Si -635.61 eV per atom: -1.226 eV

The program warned: the cutoff lies below the one the program advises for these potential files; the forces do not sum to zero within the program's tolerance; the exchange-correlation potential is rough where the density is thin.
